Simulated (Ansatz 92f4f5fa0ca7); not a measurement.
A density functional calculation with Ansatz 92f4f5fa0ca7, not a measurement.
Periodic cell of 226 atoms, Si132O92P2, from a study of silicon, its oxide and their interface. The atomic structure is a simulated model.
Doubt: the cutoff is far below the 930 eV that the study's wrapper takes by default for these files, so forces and energies are approximate.
This geometry differs little from another in the collection (a relaxation step or a small displacement).

Settings
functional: PBE
potential files: Ansatz PAW
basis: plane waves
wave-function cutoff: 580 eV
density cutoff ratio: 5
exchange-correlation grid ratio: 1
k mesh: 1 x 1 x 1, Gamma-centred
self-consistency stop: 5e-08 eV per atom in the density residual
occupations: fixed
spin: none
net charge: 0

Cell vectors (angstrom)
a, 10.938, 0, 0
b, 0, 10.938, 0
c, 0, 0, 31.9494

Atoms and the computed forces on them: element, x, y, z (angstrom), force x, y, z (eV/angstrom)
Si, 10.6332, 0.0046, 24.423, -0.0007, -0.0023, 0.0095
Si, 5.0849, 0.1304, 24.6673, 0.0046, 0, 0.0066
Si, 2.8304, 2.2976, 24.5364, 0.004, 0.0033, 0.0114
Si, 8.5766, 2.4385, 24.5713, 0.0008, 0.0035, 0.01
Si, 10.7154, 5.5899, 24.3355, 0.0098, 0.0054, 0.0072
Si, 5.1642, 5.6162, 24.4522, 0.0029, -0.0009, 0.0134
Si, 2.9975, 7.9576, 24.4145, 0.0001, -0.0005, 0.0057
Si, 8.4251, 7.8322, 24.4211, 0.0042, 0.0072, 0.0125
Si, 1.2994, 1.1358, 25.8436, 0.0005, 0.0026, -0.0094
Si, 6.8216, 1.3316, 25.748, -0.0047, 0.0003, -0.0002
Si, 3.9928, 4.0147, 25.7375, 0.0009, -0.0015, -0.0001
Si, 9.6944, 4.0282, 25.8541, -0.0037, 0.0004, -0.0044
Si, 1.3444, 6.7953, 25.6715, -0.0044, -0.0003, 0.001
Si, 6.8108, 6.7236, 25.7538, 0.0009, -0.0007, -0.0061
Si, 4.0105, 9.4722, 25.9597, 0.0031, 0.0048, -0.0078
Si, 9.4867, 9.4446, 25.8044, 0.001, -0.0013, -0.0008
Si, 2.6425, -0.1294, 27.2907, 0.0078, 0.0031, -0.0044
Si, 8.1436, -0.0659, 27.1522, 0.016, 0.008, -0.0033
Si, 0.082, 2.6596, 27.2108, -0.0061, -0.0074, -0.0035
Si, 5.4563, 2.7238, 27.1192, -0.0061, -0.0069, 0.0059
Si, 2.6712, 5.4185, 27.114, 0.0082, 0.0095, 0.0026
Si, 8.195, 5.3697, 27.1382, 0.0044, 0.0021, 0.0074
Si, 0.0112, 8.1504, 27.1303, 0.0045, 0.0001, 0.0053
Si, 5.5178, 8.1442, 27.1819, -0.0031, -0.0066, 0.0009
Si, 4.0876, 1.3306, 28.5052, 0.0125, 0.0113, -0.0088
Si, 9.5465, 1.3291, 28.5074, -0.0051, -0.0128, -0.0064
Si, 1.3878, 4.0692, 28.5657, 0.0212, -0.0026, 0.0173
Si, 6.8137, 4.0625, 28.5316, -0.0016, -0.005, 0.0043
Si, 4.0869, 6.7845, 28.4914, -0.0034, -0.0193, -0.011
Si, 9.5573, 6.7835, 28.4888, 0.008, -0.0059, -0.0153
Si, 1.2966, 9.4802, 28.617, -0.0212, -0.0207, 0.0409
Si, 6.8274, 9.5349, 28.5664, 0.0053, -0.0044, 0.0181
Si, -0.025, -0.005, 29.9152, 0.0037, -0.0179, -0.0103
Si, 5.4642, -0.0057, 29.8991, -0.0032, -0.005, -0.0012
Si, 2.7631, 2.7145, 29.9063, -0.0034, 0.0168, -0.003
Si, 8.2022, 2.7177, 29.89, -0.0133, 0.0039, -0.0036
Si, -0.0013, 5.4561, 29.8928, -0.0093, -0.0065, -0.0012
Si, 5.4634, 5.4572, 29.8903, 0.0003, -0.0066, -0.0012
Si, 2.7525, 8.164, 29.9068, -0.0202, 0.0141, -0.0098
Si, 8.2271, 8.1779, 29.8923, -0.0094, 0.0097, 0.0018
Si, 1.3673, 1.3673, 31.2657, 0.0591, 0.0153, -0.0707
Si, 6.8362, 1.3673, 31.2657, 0.0732, -0.0157, -0.0213
Si, 4.1018, 4.1018, 31.2657, 0.0991, -0.0698, 0.0681
Si, 9.5708, 4.1018, 31.2657, -0.0877, -0.1196, -0.0722
Si, 1.3673, 6.8362, 31.2657, 0.0323, -0.1759, 0.0288
Si, 6.8362, 6.8362, 31.2657, 0.0471, -0.0558, -0.1093
Si, 4.1018, 9.5708, 31.2657, -0.0328, -0.095, -0.0428
Si, 9.5708, 9.5708, 31.2657, -0.1603, -0.1487, 0.1309
Si, 2.7345, 0, 0.6835, 0.0627, 0.1306, 0.0536
Si, 8.2035, 0, 0.6835, -0.1006, 0.0563, -0.0542
Si, 0, 2.7345, 0.6835, 0.0163, -0.0545, -0.0504
Si, 5.469, 2.7345, 0.6835, -0.0437, 0.098, 0.1253
Si, 2.7345, 5.469, 0.6835, -0.0994, -0.0398, -0.0199
Si, 8.2035, 5.469, 0.6835, -0.0781, 0.0401, -0.1034
Si, 0, 8.2035, 0.6835, 0.0359, 0.1175, 0.0732
Si, 5.469, 8.2035, 0.6835, -0.1224, 0.1472, -0.0188
Si, 4.0986, 1.3844, 2.08, -0.005, -0.0067, 0.0055
Si, 9.5912, 1.3484, 2.0493, -0.0252, 0.0052, 0.0021
Si, 1.3589, 4.1049, 2.0464, 0.0322, -0.0073, 0.0004
Si, 6.8212, 4.1336, 2.0471, 0.019, -0.0143, 0.0164
Si, 4.0757, 6.8578, 2.0462, -0.002, -0.012, 0.0091
Si, 9.5618, 6.8401, 2.0433, -0.006, 0.0015, 0.0111
Si, 1.3572, 9.6091, 2.0488, 0.0035, -0.0069, 0.017
Si, 6.7832, 9.6333, 2.0383, 0.0246, 0.0192, 0.0054
Si, 0.0208, 0.0211, 3.4771, 0.0394, 0.0108, 0.0154
Si, 5.4599, 0.0453, 3.495, -0.0096, -0.0079, 0.0144
Si, 2.704, 2.7499, 3.4355, -0.0231, 0.0047, -0.0064
Si, 8.2307, 2.7581, 3.3501, 0.0211, 0.0136, -0.0345
Si, -0.0038, 5.4666, 3.4147, -0.0252, 0.0032, 0.0065
Si, 5.4498, 5.5212, 3.4174, -0.0119, 0.0189, 0.0063
Si, 2.7181, 8.2556, 3.4052, 0.0001, 0.015, -0.022
Si, 8.1782, 8.2723, 3.3226, 0.0073, -0.0016, -0.0186
Si, 1.3734, 1.4174, 4.893, -0.0437, 0.0224, -0.0349
Si, 6.9343, 1.457, 4.7782, -0.0451, 0.009, -0.0103
Si, 4.0402, 4.1756, 4.7663, 0.0175, -0.0138, -0.0029
Si, 9.5697, 4.0759, 4.7697, -0.0286, 0.0141, -0.0032
Si, 1.2839, 6.9355, 4.7355, 0.005, -0.0178, 0.0117
Si, 6.805, 7.0003, 4.7066, 0.0106, -0.0332, 0.0135
Si, 4.0364, 9.6042, 4.8424, 0.034, -0.0087, -0.0142
Si, 9.5666, 9.5124, 4.7451, 0.0099, -0.0153, 0.0385
Si, 2.687, 0.0011, 6.262, -0.0032, -0.015, 0.0245
Si, 8.3885, 0.0991, 6.132, 0.0211, -0.0038, -0.0077
Si, 0.037, 2.8514, 6.2917, 0.0298, -0.0077, -0.0228
Si, 5.4892, 2.8423, 6.0853, 0.0131, 0.0153, 0.0124
Si, 2.748, 5.6844, 6.1158, 0.0039, 0.0044, 0.0028
Si, 8.1796, 5.5766, 5.9368, -0.0008, -0.0051, -0.0161
P, -0.065, 8.2017, 6.0849, 0.0125, 0.0459, -0.0731
Si, 5.5259, 8.3607, 6.21, -0.0219, 0.0005, -0.0137
Si, 4.3879, 1.1911, 7.3375, 0.0343, 0.0214, -0.0523
Si, 9.9041, 1.2258, 7.6555, 0.1045, -0.099, 0.1579
Si, 1.2077, 4.5731, 7.4709, -0.0341, -0.0038, 0.0478
Si, 6.5647, 4.5873, 7.2842, 0.0039, -0.0188, -0.0317
Si, 4.2994, 6.8349, 7.5317, 0.0219, -0.0049, -0.0118
Si, 9.721, 6.6341, 7.336, -0.0591, 0.0261, 0.0044
P, 1.3257, 9.9809, 8.089, -0.1069, -0.0824, -0.0512
Si, 6.746, 10.0191, 7.434, 0.0292, 0.0005, 0.0608
O, 9.5898, 1.2411, 23.9857, 0.0043, 0.0024, -0.0068
O, 4.1106, 6.8049, 23.9484, 0.0011, 0.0055, -0.0066
O, 4.0203, 1.2444, 24.0346, -0.0011, 0.0007, -0.0061
O, 9.5449, 6.7041, 23.8981, -0.003, 0.002, -0.0058
O, -0.0059, 5.6472, 7.9116, 0.0302, 0.0042, -0.0112
O, 5.5808, 0.1714, 7.9042, -0.0087, 0.0058, 0.0004
O, 0.262, 0.3397, 8.3467, -0.0203, 0.0661, -0.083
O, 5.4576, 5.6807, 7.8996, 0.0043, 0.0087, -0.0117
O, 7.5595, 4.0597, 8.477, 0.0058, -0.0023, 0.0261
O, 8.8296, 7.2297, 8.6006, 0.0035, -0.0163, 0.0171
O, 2.4885, 9.9758, 9.3291, 0.0483, 0.0416, 0.0504
O, 8.895, 1.7597, 8.8847, -0.0236, 0.0154, -0.0204
O, 7.6044, 9.5617, 8.7755, -0.0209, 0.0152, -0.02
O, 3.6217, 1.9094, 8.5934, -0.0033, 0.0015, 0.0178
O, 3.5245, 7.4881, 8.8722, -0.0184, 0.0166, 0.0229
O, 2.0661, 4.0914, 8.8116, 0.0228, -0.0116, 0.0032
O, 8.147, 3.4936, 23.3698, 0.0003, 0.0023, -0.0062
O, 0.4585, 4.9363, 22.9521, 0.0002, -0.0024, -0.005
O, 1.9121, 2.7483, 23.2483, -0.0008, 0.0022, -0.0087
O, 5.8362, 4.9091, 23.1183, 0.0019, 0.0006, -0.0049
O, 5.5365, 9.999, 23.5043, 0.0026, -0.0017, -0.0051
O, 2.4603, 8.7032, 23.0339, 0.0006, 0.0017, -0.0059
O, 0.1984, 10.0692, 23.0908, 0.0005, 0.0027, -0.0035
O, 7.7954, 8.5756, 23.0792, -0.0013, -0.0002, -0.0085
Si, 8.6905, 7.6969, 18.4616, 0.0012, 0.0012, 0.0039
Si, 8.8419, 6.3857, 13.644, 0.005, 0.0031, -0.0057
Si, 3.8425, 1.5464, 14.7224, 0.0023, -0.0014, 0.0014
Si, 2.1744, 5.7507, 17.64, 0.0026, 0.0008, 0.0034
Si, 2.4385, 3.1442, 19.4984, 0.0033, 0.0021, 0.0031
Si, 9.873, 9.0541, 12.0782, 0.0015, 0.0014, -0.0137
Si, 1.3457, 9.4264, 22.0876, 0.0033, 0.0002, 0.0045
Si, 9.234, 0.9863, 13.2056, 0.0043, 0.0012, -0.0053
Si, 1.4596, 5.0812, 13.0226, -0.0015, 0.0033, -0.0062
Si, 1.8598, 8.2899, 12.8236, -0.0003, 0.0032, -0.0069
Si, 6.6637, 9.5581, 22.432, -0.0005, -0.0011, 0.0071
Si, 4.5662, 4.6076, 15.7146, 0.0027, 0.0012, 0.0023
Si, 8.2076, 3.081, 9.583, 0.0027, 0.0164, 0.0001
Si, 0.8732, 8.2441, 19.2759, 0.002, 0.0001, 0.0023
Si, 6.973, 1.3514, 21.0953, 0.0021, -0.0002, 0.0035
Si, 8.3076, 8.3789, 9.6463, 0.0243, -0.0044, -0.0172
Si, 10.9251, 5.2295, 15.6155, 0.0022, 0.0015, 0.0013
Si, 7.6182, 9.5202, 16.3501, 0.0033, 0.0013, 0.0023
Si, 9.9508, 2.063, 20.2961, 0.0019, 0.0011, 0.0027
Si, 3.3507, 8.7103, 9.9879, -0.0188, -0.0211, -0.0013
Si, 6.7254, 3.3488, 17.4166, 0.0024, 0.0014, 0.0029
Si, 1.186, 0.2119, 19.8083, 0.0027, -0.0012, 0.0036
Si, 3.2513, 2.8292, 12.2996, -0.0017, 0.0052, 0.0044
Si, 7.2414, 5.3919, 19.6936, 0.0021, 0.0017, 0.0029
Si, 5.9068, 8.6588, 11.5728, 0.0053, 0.0014, -0.0093
Si, 5.8498, 6.0761, 13.2266, 0.0045, 0.0022, -0.0032
Si, 4.6743, 9.7139, 17.6384, 0.0017, 0.0007, 0.0033
Si, 1.0347, 3.6017, 22.1772, 0.0016, 0.0014, 0.0089
Si, 4.9223, 1.4894, 18.8074, 0.0012, 0.0011, 0.0042
Si, 3.1946, 3.1533, 9.524, -0.0108, 0.0212, -0.0053
Si, 6.5275, 10.8367, 13.8096, 0.0047, 0.0023, -0.0009
Si, 10.3979, 0.1374, 15.9859, 0.0028, 0.0022, 0.0001
Si, 5.6767, 3.6744, 11.1654, 0.0069, 0.0059, -0.0024
Si, 9.8824, 3.9225, 11.9072, 0.0004, 0.0015, -0.0083
Si, 2.3903, 9.9405, 15.5647, 0.0021, 0.0008, 0.0004
Si, 6.1032, 8.1194, 19.812, 0.0025, 0.001, 0.0039
Si, 6.9459, 3.9737, 22.3814, 0.0026, 0.0012, 0.0055
Si, 9.7858, 2.7975, 17.3685, 0.0029, 0.001, 0.0013
O, 7.2565, 6.3829, 14.0038, -0.0011, 0.0022, 0.0007
O, 1.9189, 7.0582, 18.6942, 0.0023, 0.0012, -0.0005
O, 10.3099, 4.0605, 16.525, -0.0003, 0.0003, 0.0014
O, 6.2111, 9.9788, 17.0816, 0.0016, 0.0009, -0.0011
O, 10.2059, 0.7155, 14.4775, 0.002, 0.0015, 0.0018
O, 8.4704, 6.1132, 18.8671, 0.0024, 0.0015, -0.0007
O, 5.2182, 0.6904, 14.409, 0.0014, 0.0028, 0.0006
O, 5.7423, 2.0596, 17.5261, 0.0027, 0.0017, -0.0001
O, 8.3671, 1.9447, 20.5511, 0.0022, -0.0004, -0.0009
O, 2.0188, 4.2994, 18.4078, 0.0029, -0.0002, -0.0005
O, 6.9733, 2.8157, 10.6399, 0.0035, 0.0005, 0.0001
O, 4.8856, 2.7085, 12.2129, 0.002, 0.0015, 0.0001
O, 6.0666, 4.3991, 16.356, 0.0024, 0.0007, -0.0005
O, 4.5658, 3.9801, 9.9689, -0.0019, -0.0016, 0.007
O, 10.7061, 2.7725, 21.5587, 0.0007, -0.0007, -0.0024
O, 9.7759, 6.2077, 14.9828, 0.0044, 0.0007, 0.0025
O, 6.0304, 6.4837, 19.8465, 0.0023, 0.0018, -0.0012
O, 4.1081, 0.174, 18.2926, 0.0031, 0.002, -0.0013
O, 9.3158, 10.576, 12.2796, 0.0001, 0.0045, 0.0084
O, 2.8898, 4.3713, 12.7308, 0.003, -0.0029, 0.0014
O, 1.9231, 10.7107, 21.2209, 0.0021, 0.0017, -0.002
O, 4.0176, 2.7257, 19.3922, 0.0026, 0.0004, -0.0014
O, 0.7794, 10.0658, 15.9847, 0.002, 0.001, 0.0007
O, 1.3024, 9.8024, 18.847, 0.0024, 0.0022, -0.0005
O, 1.7364, 1.6652, 19.2784, 0.0017, 0, -0.001
O, 8.9934, 10.4079, 16.5252, 0.0012, 0.0008, -0.0003
O, 4.9086, 8.5817, 18.7965, 0.0032, 0.0009, -0.0008
O, 9.6521, 8.7909, 10.4777, -0.0049, 0.0029, 0.0067
O, 6.7732, 4.0824, 18.8672, 0.0022, 0.0005, -0.0006
O, 2.871, 1.7221, 13.4054, 0.0044, 0.0046, -0.0021
O, 5.8412, 8.7719, 21.2719, 0.0027, 0.0005, -0.0027
O, 2.5394, 2.5033, 10.8761, 0.0058, 0.0036, -0.003
O, 7.6357, 4.8511, 21.1832, 0.0023, 0.0012, -0.0011
O, 5.3153, 7.4903, 12.5715, 0.004, 0.0027, 0.0028
O, 0.492, 9.0866, 12.4911, 0.003, 0.0001, 0.0057
O, 7.648, 1.085, 13.6073, 0.0002, 0.001, 0.0024
O, 7.1663, 9.6569, 14.7798, 0.0031, 0.0016, 0.0009
O, 9.0348, 5.0503, 12.7211, 0.0023, 0.0027, 0.0024
O, 8.1317, 8.0527, 16.9359, 0.0026, 0.0013, 0.0002
O, 6.2309, 2.574, 21.9024, 0.0016, 0.0003, -0.0017
O, 2.5001, 9.0835, 14.1348, 0.005, 0.0029, 0.0047
O, 0.4663, 4.5137, 11.8547, 0.0039, 0.0035, 0.0052
O, 0.8398, 8.3164, 20.9464, 0.0022, 0.001, -0.0012
O, 9.3945, 3.8747, 10.3585, -0.0046, -0.0004, 0.0052
O, 9.7114, 2.4048, 12.5299, 0.0027, 0.0018, 0.0026
O, 7.6529, 8.5567, 19.4188, 0.0017, 0.0001, -0.0006
O, 2.6794, 8.2653, 11.4099, 0.0168, 0.0087, -0.0151
O, 4.0275, 3.0665, 15.3628, 0.002, 0.0022, 0.0009
O, 0.861, 4.5251, 14.4341, 0.0024, 0.0028, 0.0015
O, 10.0748, 3.0137, 18.9629, 0.0013, 0.0002, -0.0016
O, 9.1962, 7.8271, 12.9422, 0.002, -0.0008, 0.005
O, 10.5314, 0.5424, 20.0692, 0.0027, 0.0012, -0.0013
O, 6.0798, 5.0378, 11.967, 0.0006, -0.0019, 0.0017
O, 8.1849, 2.7483, 17.02, 0.0036, 0.0017, 0.0002
O, 3.5708, 5.4774, 16.7391, 0.0027, 0.0016, -0.0007
O, 4.8587, 9.1519, 10.4147, 0.0082, 0.0099, 0.0163
O, 1.5904, 6.7026, 13.1473, 0.0027, -0.0017, 0.0044
O, 4.8065, 5.5123, 14.3611, 0.0012, 0.0007, 0.0025
O, 2.0632, 3.8563, 20.926, 0.0025, 0.0003, -0.0019
O, 10.5945, 1.4394, 16.9528, 0.0025, 0.0042, 0.0002
O, 0.9893, 6.0826, 16.5659, 0.0009, 0, -0.0006
O, 7.3551, 10.9518, 21.9395, 0.002, 0.0026, -0.0021
O, 5.956, 0.9128, 19.9197, 0.0027, 0.0005, -0.0012
O, 6.2222, 10.0223, 12.4228, 0.0003, -0.0002, -0.0001
O, 2.9073, 0.5581, 15.61, 0.0039, 0.0024, -0.0004
O, 7.1864, 7.9739, 10.782, -0.0088, 0.0035, 0.0122
O, 10.2769, 8.007, 18.7065, 0.0025, 0.0007, -0.001
O, 3.4893, 9.2057, 16.5909, 0.0032, 0.0015, -0.0004

Results
free energy: -137746.658 eV
free energy less fixed offsets of O -568.88, P -755.39, Si -635.61 eV per atom: 1.602 eV

The program warned: the cutoff lies below the one the program advises for these potential files; the forces do not sum to zero within the program's tolerance; the exchange-correlation potential is rough where the density is thin.
